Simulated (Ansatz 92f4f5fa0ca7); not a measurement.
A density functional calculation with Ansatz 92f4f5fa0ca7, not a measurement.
Periodic cell of 212 atoms, Si132O80, from a study of silicon, its oxide and their interface. The atomic structure is a simulated model.
Doubt: the cutoff is low for norm-conserving oxygen, so forces and energies are approximate.
Doubt: the program's own warning below bears on the result.

Settings: functional HSE06; potential files SPMS norm-conserving; basis plane waves; wave-function cutoff 800 eV; density cutoff ratio 4; exchange-correlation grid ratio 1; k mesh 1 x 1 x 1, Gamma-centred; occupations fixed; spin none; net charge 0.

Cell vectors (angstrom)
a 10.938 0 0
b 0 10.938 0
c 0 0 31.1589

Atoms: element, x, y, z (angstrom)
Si -0.486 0.299 23.7945
Si 6.1537 -0.436 23.5688
Si 2.2478 3.2482 23.8649
Si 8.8164 2.1598 23.8972
Si 0.4389 4.8601 23.9828
Si 5.0969 5.9975 23.6327
Si 3.3232 7.7215 23.7545
Si 7.9139 8.7425 23.7582
Si 1.3747 1.3103 24.9149
Si 6.9127 1.3045 24.9927
Si 4.15 4.1753 24.9163
Si 9.6003 3.9808 25.1678
Si 1.4491 6.7986 24.9551
Si 6.8787 6.9026 24.9074
Si 4.2841 9.5703 24.8669
Si 9.5408 9.6161 25.2061
Si 2.8018 -0.0444 26.2676
Si 8.1746 0.0228 26.4965
Si 0.0764 2.6356 26.4444
Si 5.4863 2.7303 26.2895
Si 2.7698 5.4522 26.3909
Si 8.1899 5.4771 26.3341
Si 0.0482 8.1621 26.3497
Si 5.5203 8.2022 26.3708
Si 4.1018 1.3673 27.7406
Si 9.5708 1.3673 27.7406
Si 1.3673 4.1018 27.7406
Si 6.8362 4.1018 27.7406
Si 4.1018 6.8362 27.7406
Si 9.5708 6.8362 27.7406
Si 1.3673 9.5708 27.7406
Si 6.8362 9.5708 27.7406
Si 0 0 29.1079
Si 5.469 0 29.1079
Si 2.7345 2.7345 29.1079
Si 8.2035 2.7345 29.1079
Si 0 5.469 29.1079
Si 5.469 5.469 29.1079
Si 2.7345 8.2035 29.1079
Si 8.2035 8.2035 29.1079
Si 1.3673 1.3673 30.4751
Si 6.8362 1.3673 30.4751
Si 4.1018 4.1018 30.4751
Si 9.5708 4.1018 30.4751
Si 1.3673 6.8362 30.4751
Si 6.8362 6.8362 30.4751
Si 4.1018 9.5708 30.4751
Si 9.5708 9.5708 30.4751
Si 2.7345 0 0.6835
Si 8.2035 0 0.6835
Si 0 2.7345 0.6835
Si 5.469 2.7345 0.6835
Si 2.7345 5.469 0.6835
Si 8.2035 5.469 0.6835
Si 0 8.2035 0.6835
Si 5.469 8.2035 0.6835
Si 4.1018 1.3673 2.0507
Si 9.5708 1.3673 2.0507
Si 1.3673 4.1018 2.0507
Si 6.8362 4.1018 2.0507
Si 4.1018 6.8362 2.0507
Si 9.5708 6.8362 2.0507
Si 1.3673 9.5708 2.0507
Si 6.8362 9.5708 2.0507
Si 0 0 3.418
Si 5.469 0 3.418
Si 2.7345 2.7345 3.418
Si 8.2035 2.7345 3.418
Si 0 5.469 3.418
Si 5.469 5.469 3.418
Si 2.7345 8.2035 3.418
Si 8.2035 8.2035 3.418
Si 1.3742 1.352 4.762
Si 6.7985 1.4314 4.8737
Si 4.0878 4.124 4.7663
Si 9.5901 4.1088 4.8444
Si 1.3484 6.8076 4.838
Si 6.8003 6.8779 4.7014
Si 4.0417 9.608 4.837
Si 9.4602 9.6508 4.7011
Si 2.6733 0.0278 6.2652
Si 8.1263 -0.0084 6.2212
Si 0.057 2.6935 6.1844
Si 5.4994 2.92 6.25
Si 2.6625 5.3322 6.2249
Si 8.1866 5.5896 6.0984
Si -0.1214 8.2783 6.0048
Si 5.3802 8.1524 6.1013
Si 3.7715 1.8092 7.4112
Si 10.0115 0.9135 7.3435
Si 1.8617 3.4451 7.5628
Si 6.3857 4.939 7.4335
Si 4.4276 6.3706 7.3437
Si 8.9259 7.5284 7.2317
Si 0.6834 10.0335 7.3008
Si 7.0805 9.1071 7.396
O 0.505 9.2694 8.802
O 1.3402 3.6168 9.1251
O 9.7558 1.3231 8.945
O 6.5599 9.2108 8.9787
O 4.521 1.2137 8.778
O 3.8385 6.6939 8.8634
O 6.9747 5.4222 8.9323
O 9.1875 7.4405 8.9845
O 2.2838 3.224 22.1687
O 6.0184 11.0756 21.9922
O 8.4507 2.6761 22.3751
O 0.0259 4.6731 22.3443
O 8.7325 8.4614 22.3179
O 2.8909 8.1881 22.2092
O 5.645 5.7039 22.0781
O 10.5897 10.4411 22.3116
Si 1.3559 4.3629 21.4146
Si 1.5121 3.7295 15.6798
Si 8.7294 0.6367 10.0076
Si 6.2105 0.8372 20.5235
Si 0.3448 13.3936 19.3414
Si 4.0352 6.8025 10.478
Si 10.0929 9.0444 21.5891
Si 3.6431 7.5835 18.9917
Si 8.6259 5.4626 19.3955
Si 5.1017 14.0925 19.0587
Si 0.199 10.6375 14.6225
Si 6.0074 9.2971 10.5274
Si -2.4646 1.9279 12.9535
Si 4.8234 10.271 18.1136
Si 8.2979 0.1627 15.3688
Si 6.1721 3.6457 13.9847
Si 12.7682 7.392 21.2507
Si -3.7508 8.7123 16.702
Si 0.5263 2.3343 13.2224
Si 5.9457 6.6225 14.8219
Si 3.1752 6.3872 16.2522
Si 7.0101 13.4147 16.5475
Si 1.4565 3.7353 10.7449
Si 8.3186 5.7753 9.8349
Si 1.0559 6.7687 11.5536
Si 7.5192 7.5885 12.3508
Si 8.8076 2.511 20.8077
Si 2.7723 12.7163 17.7661
Si 5.6957 5.9036 20.457
Si 5.6525 1.2307 9.9559
Si 4.5533 3.8309 11.4449
Si -0.563 7.9452 13.7377
Si -0.7389 8.6862 9.691
Si -1.2713 3.8397 17.0652
Si 0.6213 8.3386 16.3258
Si -1.3416 8.2241 18.7976
O 4.8349 3.7008 13.0523
O 9.2214 -0.9754 10.0585
O 1.9731 7.4651 16.2336
O 1.3872 3.4303 14.0785
O 8.1912 8.4783 17.9795
O 5.0772 4.6216 19.703
O 0.9202 5.1865 11.2442
O 2.1389 5.7924 21.4576
O 0.0269 4.2568 16.171
O 4.7443 5.4137 11.0154
O -1.3075 6.7559 19.565
O 6.2865 7.3485 13.3991
O 3.666 3.0139 18.3278
O 5.8383 9.5753 17.0446
O 8.92 7.5604 13.1622
O 5.508 2.6908 10.7058
O 11.2795 7.9048 21.6738
O 6.3186 13.8644 17.9608
O -3.7415 9.0208 11.6218
O 0.7362 2.5472 11.6157
O 7.4731 11.8459 16.5782
O -0.6835 2.7241 18.1048
O 5.9738 2.6738 15.2917
O 10.3162 1.893 20.5428
O 4.8137 7.2179 20.071
O 5.3797 -0.1449 10.8278
O 5.2242 2.1265 20.3281
O 9.9128 11.2989 15.4973
O -3.0612 11.6666 13.8985
O 3.7879 6.5115 17.7659
O 9.48 4.7776 9.7947
O 7.6721 6.4721 11.166
O 0.9966 14.8093 19.902
O 3.838 11.476 17.5409
O -2.9877 9.5205 15.5033
O 2.156 7.6024 19.6759
O 7.3905 3.1459 13.0089
O 8.4177 3.2468 16.1994
O -1.9945 16.0216 17.8362
O 0.6669 7.0503 13.1157
O 8.7544 4.0444 20.2129
O 7.193 6.0909 19.8474
O -4.1869 7.2696 16.0865
O 3.0277 3.4744 11.0954
O 2.6079 4.8943 15.9513
O 4.3384 6.7022 15.1421
O 10.9191 7.7938 10.829
O 11.9198 11.7862 13.7698
O 5.7696 10.7177 19.3664
O -0.0533 8.4008 17.8039
O 2.6 7.1369 11.1868
O -0.3281 -1.3823 13.5011
O 2.0234 24.2194 16.418
O 7.7335 1.4016 20.2439
O 1.5623 12.3996 18.8587
O -4.4652 5.0981 14.6449
O -3.7263 0.9986 9.4318
O 9.7508 9.3217 20.0111
O -6.0198 8.1264 10.7796
O 1.0727 9.8203 15.7453
O -1.0645 2.5242 13.5218
O 3.7742 9.1256 18.5392
O -0.5144 7.6745 15.3482
O 8.7669 1.2804 11.4899

Results
free energy: -50785.713 eV
free energy less fixed offsets of O -447.96, Si -113.29 eV per atom: 5.367 eV
gap between the highest filled and lowest empty level on this k mesh: 1.424 eV

The program warned: the cutoff lies below the one the program advises for these potential files; the model core charge is not resolved on the grid; the forces do not sum to zero within the program's tolerance; the exchange-correlation potential is rough where the density is thin.
